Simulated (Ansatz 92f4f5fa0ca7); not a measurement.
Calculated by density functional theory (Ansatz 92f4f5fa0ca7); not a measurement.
Periodic cell of 212 atoms, Si132O80, from a study of silicon, its oxide and their interface. The atomic structure is a simulated model.
Doubt: the cutoff is far below the 930 eV that the study's wrapper takes by default for these files, so forces and energies are approximate.
This geometry differs little from another in the collection (a relaxation step or a small displacement).

Settings: functional PBE; potential files Ansatz PAW; basis plane waves; wave-function cutoff 580 eV; density cutoff ratio 5; exchange-correlation grid ratio 1; k mesh 1 x 1 x 1, Gamma-centred; self-consistency stop 5e-08 eV per atom in the density residual; occupations fixed; spin none; net charge 0.

Cell vectors (angstrom)
a  10.938  0  0
b  0  10.938  0
c  0  0  31.4935

Atoms and the computed forces on them: element, x, y, z (angstrom), force x, y, z (eV/angstrom)
Si  -0.4489  0.5572  23.9338  0.6652  -0.4285  -0.2422
Si  5.8578  -0.4105  24.25  -0.5262  0.3333  0.0554
Si  2.1549  3.4514  24.0815  0.4381  -0.5082  -0.2723
Si  8.7749  2.2512  23.8604  -0.4593  0.4086  -0.4438
Si  0.4969  5.2233  24.103  -0.3297  0.641  -0.1172
Si  4.8555  6.116  24.3391  0.4105  -0.4591  -0.0489
Si  3.1158  7.7215  24.2921  -0.4576  0.415  -0.1231
Si  7.6442  8.8572  23.9626  0.4249  -0.3855  -0.3555
Si  1.2965  1.5135  25.2348  0.0345  0.0572  0.0478
Si  6.9575  1.3996  25.2786  0.021  0.0164  -0.0597
Si  4.0178  4.1719  25.3886  0.0959  0.0826  -0.0936
Si  9.5921  4.1221  25.1544  -0.0296  -0.0108  0.0419
Si  1.3733  6.8202  25.5642  0.0501  -0.0152  0.0405
Si  6.82  7.0008  25.2896  -0.0349  -0.0647  -0.06
Si  4.0903  9.552  25.4435  0.0848  -0.0565  -0.0205
Si  9.5275  9.6811  25.206  -0.0821  0.0598  -0.0141
Si  2.6755  0.075  26.6461  -0.0068  0.0077  -0.0171
Si  8.2201  0.0228  26.7148  0.0199  -0.0023  0.1602
Si  -0.0452  2.795  26.6991  -0.0452  -0.0066  -0.0096
Si  5.4874  2.7471  26.6247  -0.0643  -0.071  0.1065
Si  2.7344  5.4563  26.8415  -0.0172  0.0465  0.1995
Si  8.191  5.4941  26.5864  0.0299  0.0095  0.009
Si  -0.0711  8.2783  26.6716  -0.033  -0.0135  0.0102
Si  5.4746  8.2152  26.7956  -0.1939  -0.0079  -0.0295
Si  4.1018  1.3673  28.0753  0.0848  0.1456  -0.5532
Si  9.5708  1.3673  28.0753  0.0759  0.1842  0.129
Si  1.3673  4.1018  28.0753  -0.3644  -0.2622  0.6309
Si  6.8362  4.1018  28.0753  0.0109  0.1982  -0.678
Si  4.1018  6.8362  28.0753  0.2726  -0.0652  0.7941
Si  9.5708  6.8362  28.0753  -0.2315  0.0375  -0.5583
Si  1.3673  9.5708  28.0753  -0.2173  0.3902  -0.4325
Si  6.8362  9.5708  28.0753  0.2165  0.3462  0.3697
Si  0  0  29.4425  0.0751  0.0681  0.0337
Si  5.469  0  29.4425  0.0735  -0.0341  -0.0072
Si  2.7345  2.7345  29.4425  -0.0679  -0.012  0.0237
Si  8.2035  2.7345  29.4425  0.0768  -0.0551  -0.0335
Si  0  5.469  29.4425  0.0825  -0.0705  0.0021
Si  5.469  5.469  29.4425  -0.0183  0.089  0.0545
Si  2.7345  8.2035  29.4425  0.1174  -0.0376  -0.0368
Si  8.2035  8.2035  29.4425  -0.0451  -0.0342  0.0215
Si  1.3673  1.3673  30.8098  0.0425  -0.0346  -0.019
Si  6.8362  1.3673  30.8098  -0.0717  0.0796  0.0113
Si  4.1018  4.1018  30.8098  0.0165  -0.0426  -0.0332
Si  9.5708  4.1018  30.8098  -0.0808  0.0567  0.012
Si  1.3673  6.8362  30.8098  -0.0691  0.0323  -0.0019
Si  6.8362  6.8362  30.8098  -0.011  -0.0308  -0.0161
Si  4.1018  9.5708  30.8098  -0.0423  0.0474  0.0118
Si  9.5708  9.5708  30.8098  0.0197  0.0067  -0.0493
Si  2.7345  0  0.6835  -0.007  0.0243  0.0353
Si  8.2035  0  0.6835  0.064  -0.0911  0.0016
Si  0  2.7345  0.6835  0.0972  -0.0778  -0.0256
Si  5.469  2.7345  0.6835  -0.0422  0.0438  0.0218
Si  2.7345  5.469  0.6835  0.0619  -0.0234  0.0046
Si  8.2035  5.469  0.6835  -0.0215  0.0627  0.0317
Si  0  8.2035  0.6835  -0.0495  0.0459  0.0089
Si  5.469  8.2035  0.6835  0.0934  -0.1005  -0.0245
Si  4.1018  1.3673  2.0507  0.0321  -0.0297  0.0187
Si  9.5708  1.3673  2.0507  -0.0262  0.1806  -0.0434
Si  1.3673  4.1018  2.0507  -0.1216  0.0089  -0.0004
Si  6.8362  4.1018  2.0507  -0.0305  -0.1509  -0.0111
Si  4.1018  6.8362  2.0507  -0.0341  0.0797  0
Si  9.5708  6.8362  2.0507  0.0748  -0.0193  -0.0195
Si  1.3673  9.5708  2.0507  -0.0136  -0.0348  0.0268
Si  6.8362  9.5708  2.0507  -0.1487  0.0341  -0.041
Si  0  0  3.418  0.2166  -0.0509  0.5493
Si  5.469  0  3.418  -0.0111  -0.4656  -0.6016
Si  2.7345  2.7345  3.418  0.0185  -0.052  0.418
Si  8.2035  2.7345  3.418  0.0799  -0.0771  -1.0094
Si  0  5.469  3.418  0.0352  0.2443  -0.5393
Si  5.469  5.469  3.418  -0.2397  -0.082  0.6451
Si  2.7345  8.2035  3.418  0.1171  -0.2061  -0.0544
Si  8.2035  8.2035  3.418  -0.0353  -0.1433  0.715
Si  1.4092  1.3511  4.8556  0.0243  0.0004  -0.0146
Si  6.9136  1.2876  4.6559  0.1333  -0.0123  -0.0697
Si  4.0824  4.0721  4.8731  -0.0099  0.0301  -0.0088
Si  9.5274  4.1309  4.6733  -0.1161  0.0209  -0.0737
Si  1.4039  6.7737  4.7705  0.0752  -0.0109  0.043
Si  6.8039  6.8074  4.8837  0.1396  0.1466  -0.0221
Si  4.135  9.5415  4.7735  -0.001  0.0271  0.0384
Si  9.6266  9.5378  4.8531  -0.1216  -0.1039  -0.0268
Si  2.8684  -0.0386  6.2395  0.0771  -0.1059  0.0927
Si  8.1886  -0.0169  6.1426  0.0393  0.086  -0.0091
Si  -0.086  2.8091  6.01  -0.0775  -0.0528  0.086
Si  5.568  2.5706  5.9927  0.0742  -0.0107  0.1423
Si  2.6125  5.3827  6.3255  -0.0735  0.0773  0.0055
Si  8.1895  5.3513  6.1765  0.0718  -0.0562  0.0819
Si  0.0958  8.1222  6.1907  0.1452  0.0026  0.0451
Si  5.3906  8.1661  6.2819  -0.1157  -0.0578  0.0067
Si  4.8345  0.8011  7.4213  -0.4975  0.6118  0.0101
Si  9.1038  1.8633  7.2834  0.4553  -0.3932  0.0442
Si  0.6283  4.498  7.5237  0.3633  -0.7563  0.152
Si  7.2897  3.4376  7.3515  -0.569  0.3861  0.1059
Si  3.4964  7.2282  7.5323  0.381  -0.4386  0.1898
Si  9.9687  6.3549  7.3759  -0.6556  0.5517  -0.0969
Si  1.9693  9.0389  7.4198  -0.4927  0.5023  0.0354
Si  6.5125  9.9005  7.4611  0.6422  -0.5198  -0.0054
O  1.7615  9.4912  9.0086  0.1532  -0.2243  -0.2638
O  7.4303  9.258  8.7372  -0.1705  0.0906  -0.1236
O  3.5543  6.8369  9.1843  -0.1373  0.2485  -0.3798
O  10.0889  1.6271  13.6251  0.0525  0.0479  -0.0996
O  4.5856  1.6742  8.8379  -0.0097  -0.2105  -0.1139
O  0.6631  3.6165  8.9906  0.0441  0.3615  -0.2117
O  8.0951  2.4456  11.9487  0.0822  0.0344  -0.0065
O  9.8289  1.5422  8.7657  -0.0948  0.088  -0.1246
O  11.1226  11.085  22.4071  -0.2382  0.2021  0.5316
O  2.4585  7.8885  22.7429  0.1824  -0.1796  0.1407
O  11.2371  6.1876  22.6861  0.034  -0.3564  0.2485
O  5.0923  5.7937  22.7498  -0.0931  0.087  -0.0899
O  4.9063  0.2467  23.0195  0.2138  -0.1107  0.13
O  -3.3014  -1.3671  17.1093  0.0627  0.0412  0.081
O  8.1354  8.5624  22.3451  -0.1395  0.1063  0.4958
O  2.5813  3.1337  22.4866  -0.1618  0.0436  0.2611
Si  2.86  1.6159  17.2306  0.0459  -0.0648  -0.0249
Si  1.5542  6.8502  21.8365  0.0578  0.1554  -0.2643
Si  -7.2742  -4.6577  15.1105  0.0614  0.0006  0.0705
Si  -6.3304  4.1745  17.0521  -0.0064  0.0442  -0.0395
Si  5.1197  3.0676  9.5023  0.207  -0.0367  0.1877
Si  1.7266  -0.3672  10.2118  -0.05  -0.0545  0.3462
Si  -4.4511  6.4052  11.5277  0.1698  -0.0087  0.4113
Si  -3.0288  -1.453  15.5097  -0.1235  -0.0195  0.0462
Si  5.8428  -4.7468  18.7193  0.057  0.0711  -0.1825
Si  -5.3367  -2.5246  13.7138  -0.0489  0.0611  0.0409
Si  -6.7988  10.4666  19.0725  -0.0829  -0.1294  -0.1935
Si  8.2224  8.0596  9.5334  0.0272  -0.0733  0.1696
Si  -7.2272  16.5509  10.2459  0.179  -0.0687  0.3789
Si  -11.5181  -6.1986  14.0535  -0.0667  -0.091  0.0885
Si  10.1567  7.8234  14.3566  0.0354  0.0035  0.0177
Si  3.7404  -0.2514  12.5694  0.1073  0.016  0.2716
Si  2.3021  4.7207  12.7736  0.0854  -0.0166  0.3218
Si  1.9631  -11.1545  15.1062  0.1026  0.0845  0.0294
Si  7.5945  3.7554  12.7952  -0.0823  -0.1291  0.0539
Si  12.604  -2.8342  16.4328  0.03  0.0121  0.048
Si  10.0129  -1.3285  11.6854  -0.0895  0.2169  0.2146
Si  -9.4784  -13.0463  19.4019  0.2232  0.1403  -0.242
Si  -0.919  0.7973  15.021  -0.0151  0.0409  0.0095
Si  -6.1129  13.6426  12.6258  0.0121  -0.0632  0.2759
Si  10.6666  11.1024  20.8368  0.1082  -0.0026  -0.416
Si  -0.8611  3.3736  16.765  -0.0333  0.0097  0.0072
Si  -1.4569  1.5983  12.1071  -0.2542  -0.0975  0.1699
Si  7.9424  9.508  21.0181  0.0405  -0.0847  -0.3257
Si  0.7823  2.5289  19.1581  -0.0172  -0.134  -0.2434
Si  7.3569  2.9413  21.0982  -0.2068  0.0895  -0.2602
Si  -3.5824  3.7233  18.1482  -0.0203  0.1548  -0.1609
Si  -5.4754  -5.7253  21.3127  -0.0272  0.1416  -0.0932
Si  0.1646  2.1749  9.5967  -0.1981  -0.0652  0.1105
Si  6.8157  8.9148  18.3367  -0.19  -0.1328  -0.1891
Si  2.7966  4.0283  21.1365  -0.0005  -0.0669  -0.2209
Si  16.3827  0.5107  21.5153  -0.2918  0.0055  -0.4126
O  12.8307  3.3979  19.9516  0.1363  0.1202  0.1729
O  -1.8129  10.598  20.7817  -0.1043  -0.0165  0.1308
O  -10.3835  -11.8267  11.2059  0.1394  0.0337  -0.1429
O  4.5474  -5.5536  18.1467  0.0202  -0.0104  0.0953
O  2.4824  -0.3947  13.5897  -0.0416  -0.0082  -0.0909
O  5.5928  -1.0714  18.7501  0.0725  0.0616  0.0816
O  -6.3781  -9.8184  12.9355  0.0072  0.0003  -0.105
O  6.586  10.3408  21.2529  -0.0529  -0.009  0.1471
O  -7.5799  -7.7807  17.2026  0.0478  0.0299  0.0131
O  3.1305  10.6533  11.0531  -0.0209  0.0307  -0.1786
O  6.1313  7.5187  17.8429  0.0417  0.0154  0.0953
O  0.7424  4.2937  13.1432  0.0424  0.0399  -0.0906
O  -3.8555  7.1155  10.2069  -0.0098  0.0165  -0.2158
O  11.9642  -2.6914  17.9317  -0.0306  -0.0351  0.0597
O  -8.3946  1.191  15.6931  -0.0419  -0.037  -0.0335
O  7.7352  2.8321  19.4845  -0.019  -0.0495  0.2569
O  10.594  2.293  11.1431  0.2008  0.0692  -0.1908
O  2.4612  -1.4503  16.0504  -0.0137  -0.0152  -0.0274
O  -9.5276  -9.8227  9.5962  0.0442  0.0951  -0.1644
O  4.014  15.2049  9.3556  -0.1126  -0.006  -0.1895
O  6.1297  3.3166  13.4658  -0.031  -0.0011  -0.1127
O  6.9049  -6.4647  21.4127  0.1626  -0.0191  0.0434
O  -0.8195  -4.6198  13.7703  -0.0094  -0.0035  -0.0415
O  4.7239  -12.4745  12.7578  -0.0163  -0.0014  -0.0706
O  4.6702  7.466  14.6455  -0.0155  -0.0355  -0.0046
O  2.4325  5.5889  21.336  -0.0203  0.0941  0.1668
O  -1.7237  8.6497  10.6721  -0.0839  -0.0888  -0.2022
O  6.0774  1.9814  21.3571  0.055  -0.0213  0.1131
O  9.1189  10.9794  11.7825  0.0943  -0.0555  -0.0603
O  7.185  5.275  18.6071  -0.0113  -0.0439  0.0951
O  2.7169  6.8576  16.3185  -0.0363  0.0277  0.0336
O  -2.1191  8.1676  15.2156  0.029  -0.0183  0.0284
O  4.1924  0.3342  20.4875  0.1516  0.1452  0.2316
O  15.4328  -5.9852  15.6119  0.0143  0.0091  -0.0146
O  -10.3173  10.132  19.8824  -0.0727  0.0586  0.1251
O  -0.7191  -2.0753  13.1101  0.0007  -0.0067  -0.1162
O  -7.0094  11.5124  17.849  0.0171  0.0189  0.0751
O  -5.6299  2.8065  11.0836  -0.0077  0.041  -0.2365
O  4.952  -4.9902  11.2622  -0.1909  -0.0358  -0.167
O  2.4255  5.3489  11.2496  -0.036  0.0117  -0.2245
O  -3.5567  -5.8454  11.8926  -0.0608  0.079  -0.1421
O  -5.3854  -4.4385  20.2935  -0.0523  -0.1423  0.1575
O  -1.7566  7.0903  8.6433  0.0703  0.0096  0.0177
O  -11.7263  12.7709  16.256  0.01  -0.0129  0.0386
O  -0.2545  4.387  15.6295  0.0271  -0.0116  0.0205
O  1.5351  -9.4536  18.1583  -0.0893  0.0312  0.1101
O  12.0767  -3.2705  20.4919  -0.0478  -0.1662  0.308
O  -0.139  1.6711  20.1966  -0.074  -0.031  0.1167
O  8.5038  2.5766  22.2018  0.3185  -0.2614  0.5377
O  -2.4218  3.689  17.0346  -0.0334  -0.0237  -0.0161
O  -2.2944  10.8742  15.0847  -0.0063  0.0131  0.015
O  -3.1512  8.6498  19.6288  0.0802  0.0781  0.2077
O  -10.4421  18.8236  15.3427  -0.0294  0.0064  -0.015
O  3.4048  3.4922  12.9042  -0.0825  0.0183  -0.1161
O  4.3869  -6.8439  20.7681  -0.0341  -0.0595  0.0435
O  6.5183  9.3498  14.6779  0.0482  0.0207  -0.0061
O  13.9706  9.2757  19.2318  -0.0693  -0.0195  0.0758
O  -11.0211  -7.4074  18.1965  0.0254  -0.0053  0.0608
O  -2.0718  4.0766  13.7868  0.0721  0.0296  -0.0231
O  6.5557  14.5172  8.8739  0.1384  -0.0597  -0.1976
O  -4.9626  3.307  17.3402  0.0468  -0.0344  0.0513
O  11.279  -0.2162  15.122  -0.0288  -0.0232  -0.0248
O  -4.404  -3.4748  12.774  0.0565  -0.0852  -0.1359
O  -8.2198  5.87  13.8547  -0.0431  -0.029  -0.1563

Results
free energy: -129411.272 eV
free energy less fixed offsets of O -568.88, Si -635.61 eV per atom: -0.352 eV

The program warned: the cutoff lies below the one the program advises for these potential files; the forces do not sum to zero within the program's tolerance; the exchange-correlation potential is rough where the density is thin.
